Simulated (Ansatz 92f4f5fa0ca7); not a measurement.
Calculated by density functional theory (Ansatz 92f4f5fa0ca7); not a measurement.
Periodic cell of 223 atoms, Si131O90P2, from a study of silicon, its oxide and their interface. The atomic structure is a simulated model.
Doubt: the cutoff is far below the 930 eV that the study's wrapper takes by default for these files, so forces and energies are approximate.
This geometry differs little from another in the collection (a relaxation step or a small displacement).

Settings: functional PBE; potential files Ansatz PAW; basis plane waves; wave-function cutoff 580 eV; density cutoff ratio 5; exchange-correlation grid ratio 1; k mesh 1 x 1 x 1, Gamma-centred; self-consistency stop 5e-08 eV per atom in the density residual; occupations fixed; spin none; net charge 0.

Cell vectors (angstrom)
a	10.938	0	0
b	0	10.938	0
c	0	0	32.1988

Atoms and the computed forces on them: element, x, y, z (angstrom), force x, y, z (eV/angstrom)
Si	10.6107	0.235	24.8751	-0.0007	0.0017	0.0005
Si	5.7626	10.6914	24.7493	0.0019	0.0025	0.0026
Si	2.504	2.9263	24.6396	0.0006	0.0016	0.0008
Si	8.4499	2.473	24.8389	0.001	0.001	0.0036
Si	0.3022	5.1813	24.7585	0.0008	0.002	0.0023
Si	5.1877	5.758	24.688	-0.0001	0.0014	0
Si	2.9638	8.011	24.614	-0.0001	0.0013	0.0018
Si	7.9666	8.4513	24.738	0.0022	0.0024	0.0008
Si	1.3539	1.3928	26.0395	-0.0002	0.0021	0.0012
Si	6.8659	1.3191	26.1276	0.0029	-0.0019	0.0007
Si	4.0702	4.1139	25.9835	-0.0003	0.0009	0.0002
Si	9.6284	4.0753	26.0856	0.0021	-0.0017	-0.0003
Si	1.4209	6.8347	26.0092	0.0017	-0.0004	-0.0001
Si	6.7938	6.8618	26.0271	-0.0001	0.0014	0.0005
Si	4.1238	9.5464	26.0027	0.0008	-0.0017	-0.0005
Si	9.4874	9.5804	26.1554	-0.0013	0.0013	0.0014
Si	2.7416	-0.0054	27.3525	-0.0001	-0.0003	-0.0027
Si	8.1744	-0.0146	27.5599	-0.0002	-0.0002	0.0015
Si	0.0243	2.7254	27.4851	0.0001	0.0005	0.0008
Si	5.4525	2.748	27.3676	-0.0001	-0.0005	-0.0023
Si	2.7464	5.4677	27.4272	0.0012	0.0004	-0.0002
Si	8.1997	5.4756	27.3613	0.0005	-0.0006	-0.0023
Si	0.0081	8.1848	27.3789	-0.0002	-0.0003	-0.0024
Si	5.4536	8.2023	27.4452	0.0004	0.0006	-0.0001
Si	4.0916	1.3704	28.7476	0.0011	0.0006	0.0029
Si	9.5848	1.3661	28.8421	-0.0008	-0.0008	-0.0049
Si	1.3763	4.1173	28.8096	0.0009	-0.0025	-0.0029
Si	6.8367	4.105	28.7459	0.0006	-0.001	0.0035
Si	4.1033	6.8254	28.8011	-0.0004	-0.0004	-0.0013
Si	9.5679	6.829	28.7558	0.0004	0.0008	0.0024
Si	1.3773	9.5655	28.7445	-0.0005	0	0.0034
Si	6.7935	9.5505	28.8504	0.0044	0.0005	-0.0057
Si	0.0191	-0.0185	30.1544	0.0005	0	0.0004
Si	5.4463	0.0167	30.16	-0.0004	0.0008	0.0004
Si	2.7391	2.7338	30.1467	-0.0008	-0.0002	0.0003
Si	8.1944	2.7456	30.1506	0.0001	0.0004	0.0004
Si	-0.0068	5.4754	30.1499	-0.0003	0.0006	0.0009
Si	5.4785	5.461	30.1464	-0.0002	0.0009	0.0002
Si	2.7299	8.205	30.1427	0.002	-0.0001	0.0002
Si	8.2096	8.1927	30.1537	0	0.001	0.0007
Si	1.3673	1.3673	31.515	0.0929	-0.0447	0.0232
Si	6.8362	1.3673	31.515	-0.0507	0.0826	-0.0257
Si	4.1018	4.1018	31.515	0.0638	-0.0748	0.0098
Si	9.5708	4.1018	31.515	-0.0437	0.0786	-0.0052
Si	1.3673	6.8362	31.515	-0.0683	0.0548	-0.0463
Si	6.8362	6.8362	31.515	0.0571	-0.1164	0.057
Si	4.1018	9.5708	31.515	-0.1562	0.0151	0.0121
Si	9.5708	9.5708	31.515	0.0466	-0.0944	0.0205
Si	2.7345	0	0.6835	0.0361	-0.0048	0.1074
Si	8.2035	0	0.6835	-0.0309	0.1024	-0.0786
Si	0	2.7345	0.6835	-0.1138	0.0195	0.1067
Si	5.469	2.7345	0.6835	0.0699	-0.1463	-0.0794
Si	2.7345	5.469	0.6835	-0.0594	0.1136	-0.1565
Si	8.2035	5.469	0.6835	0.0523	-0.1065	0.1145
Si	0	8.2035	0.6835	-0.0372	-0.1022	-0.1379
Si	5.469	8.2035	0.6835	-0.0857	0.0741	0.0791
Si	4.1184	1.3607	2.0567	-0.0005	0.001	-0.0031
Si	9.5548	1.3665	2.0625	0.0009	0.0011	0.0032
Si	1.362	4.124	2.0421	-0.0018	-0.0006	-0.0009
Si	6.8505	4.0646	2.0494	-0.0097	-0.0018	-0.0023
Si	4.0889	6.8315	2.0526	-0.0006	0.0008	0.0022
Si	9.5648	6.8466	2.0489	0.0002	0.0012	-0.0017
Si	1.3531	9.5624	2.0361	-0.0025	-0.0014	-0.0016
Si	6.8158	9.6027	2.0467	0.0005	0.0039	-0.0015
Si	-0.0301	-0.0389	3.3892	-0.0019	-0.0107	0.0066
Si	5.4687	0.0054	3.4821	-0.0067	0.0004	-0.0031
Si	2.7581	2.7662	3.3682	0.0024	-0.0099	0.0104
Si	8.1527	2.6728	3.4747	0.002	0.0013	-0.001
Si	-0.0144	5.4775	3.4241	-0.0066	0.0042	0.0006
Si	5.4548	5.4209	3.3689	0.021	0.0058	0.0082
Si	2.6891	8.186	3.42	0	0.0122	0.0013
Si	8.1801	8.2328	3.3761	-0.0038	-0.0166	0.0005
Si	1.4079	1.3436	4.6353	0.0009	0.0062	0.0027
Si	6.8092	1.3267	4.9645	0.0068	-0.0078	0.0019
Si	4.1247	4.0895	4.8013	-0.0093	0	0.0011
Si	9.5472	4.0872	4.7467	0.0037	-0.0031	-0.0045
Si	1.3348	6.8447	4.8352	-0.0008	-0.0018	-0.0015
Si	6.7835	6.8415	4.6589	-0.0068	-0.0005	-0.0123
Si	4.0878	9.5101	4.776	0.0003	-0.0101	-0.0015
Si	9.4935	9.5917	4.7899	0.0034	0.0275	-0.0006
Si	2.7792	0.081	6.1023	0.0023	0.0044	-0.0096
Si	8.1594	-0.1003	6.3256	0.0046	-0.0109	-0.0055
Si	0.0271	2.6722	5.9838	0.0063	-0.013	0.0089
Si	5.4501	2.7689	6.3226	-0.0014	0.0057	-0.0034
Si	2.7832	5.5055	6.1619	0.015	0.0032	0.0071
Si	8.1897	5.5172	6.0563	0.0031	0.0105	-0.0086
Si	-0.0557	8.2593	6.1617	0.0053	-0.0089	-0.0065
P	5.5036	8.1821	5.9884	0.0056	0.0036	0.0175
Si	3.8114	1.617	7.6418	-0.0041	-0.0001	0.009
Si	9.7908	1.1913	7.3972	-0.009	0.0013	-0.0164
Si	1.5814	3.821	7.2949	-0.0025	-0.0037	-0.0024
Si	6.6405	4.4932	7.4782	-0.0072	0.003	0.0139
Si	4.4097	6.7449	7.3908	0.0116	0.0012	-0.0113
Si	9.2896	7.0596	7.4449	-0.0587	0.0317	0.0431
Si	1.0899	9.9696	7.3104	-0.0136	0.0104	0.0008
P	7.058	9.3565	8.0283	0.011	-0.01	0.0384
O	7.9879	8.0212	7.8005	0.0329	0.0398	-0.0125
O	2.6499	2.7543	7.9849	-0.0052	0.0001	0.0051
O	9.5423	1.3573	24.2783	0.0011	0.0004	-0.0006
O	4.0765	6.869	24.1317	0.0008	0.0005	0.0008
O	-0.0045	0.1094	7.929	0.0073	-0.0038	0.0071
O	5.5343	5.6589	7.9325	0.0013	-0.0014	0.0031
O	6.8694	9.5781	24.2036	0.0001	-0.0003	-0.0003
O	1.388	4.066	24.1695	0.0007	0.0001	-0.0003
O	3.9167	7.6421	8.7072	0.0013	0.0002	0.0005
O	0.6342	4.4382	8.483	0.0029	0.003	-0.0023
O	9.8521	6.4282	8.8811	0.0132	-0.0088	0.0011
O	1.9156	9.4391	8.6168	-0.0005	0.0014	-0.0019
O	7.4554	4.042	8.8511	-0.0048	0.0105	-0.0078
O	4.2622	0.9717	9.1137	-0.0044	0.0026	-0.0104
O	7.6175	9.6668	9.5605	-0.0252	-0.0485	-0.0369
O	9.2036	2.0043	8.7079	-0.0011	0.0073	0.0038
O	7.7357	3.1594	23.5341	-0.0004	0.0014	-0.0015
O	10.543	5.8768	23.4499	0.0008	0.0002	-0.0007
O	5.1254	0.4597	23.4135	0.0003	0.0006	-0.0011
O	5.9072	5.1183	23.3523	0.0005	0.0007	0.0015
O	3.1334	2.2222	23.2733	0.0011	0.0003	0.0004
O	2.3294	8.7268	23.2499	-0.0007	0.0012	-0.0013
O	8.661	7.7823	23.4001	0.0007	-0.0001	0.0001
O	0.2561	10.3467	23.6003	0.0016	0.0003	0
Si	4.4304	1.5945	22.4788	0.0005	-0.0004	-0.0006
Si	3.6211	7.9804	14.0657	0.0039	0.0008	-0.0004
Si	7.2484	1.0027	14.6907	0.0021	0.0004	-0.0008
Si	0.9917	9.3773	22.541	0.0017	0.0013	-0.0014
Si	1.2789	4.3546	11.8842	0.001	0.0024	0.0009
Si	6.3871	9.0038	15.3597	0.002	0.0008	-0.0009
Si	0.7938	1.3816	12.3169	0	0.002	0.002
Si	8.7007	4.964	20.534	0.0029	0.0009	-0.0009
Si	0.3385	5.7736	9.3488	0.0023	-0.0067	0.0055
Si	5.202	3.1377	17.9487	0.0018	0.0012	-0.0012
Si	0.9939	3.7705	16.7529	0.0024	0.001	0.0003
Si	10.5072	2.8818	19.2504	0.0015	0.0011	-0.0005
Si	5.3437	1.2321	10.3347	0.0084	-0.0087	0.0044
Si	0.9835	0.2078	19.8919	0.0016	0.0008	-0.0009
Si	6.8904	9.5406	11.0382	0.0249	0.0043	-0.035
Si	9.44	9.6916	18.4126	0.0021	0.0011	-0.0004
Si	9.5743	9.2755	12.7476	-0.0012	-0.0011	-0.0029
Si	6.6156	3.8631	22.5925	0.002	-0.0004	-0.0013
Si	2.4818	8.1244	9.3519	0.0081	-0.0041	0.0077
Si	10.7139	7.3867	17.1643	0.0029	0.0014	-0.0006
Si	2.6213	6.3353	16.6051	0.0025	0.0009	-0.0013
Si	10.2833	4.5091	14.1894	0.0023	0.0011	0.0007
Si	6.2392	9.1974	18.5592	0.002	0.0011	-0.0012
Si	7.973	2.6562	9.545	0.0098	-0.0122	-0.0019
Si	8.9839	2.1676	12.4228	0.0017	0.0007	-0.0019
Si	5.4544	6.2599	18.086	0.0015	0.0014	-0.0006
Si	4.0081	0.5718	19.4774	0.0018	0.0014	-0.0003
Si	4.3784	3.9046	12.0534	0.0023	0.0015	0.0014
Si	5.6866	6.6672	12.1471	0.0044	0.0067	-0.0013
Si	8.1246	2.5291	17.2435	0.0022	0.0013	-0.0002
Si	4.48	2.5281	14.9643	0.0013	0.0013	0.0008
Si	1.6799	1.2291	15.2936	0.0027	0.0012	0.0005
Si	1.7132	9.4467	12.0492	0.0008	-0.0015	0.0019
Si	8.195	6.8747	13.9136	0.003	0.0017	-0.0043
Si	10.5563	9.8779	15.6166	0.0027	0.0005	0.0002
Si	9.853	7.0474	22.5605	0.0003	0.0001	-0.0007
Si	8.2222	5.5048	17.4335	0.0022	0.0013	0
O	6.1851	8.0399	11.2996	0.0035	0.0029	0.0068
O	6.1482	9.2204	16.9413	0.002	0.0015	0.0012
O	7.8113	1.404	13.2229	0.0017	0.0007	0.0013
O	0.9705	1.6971	13.9085	0.0017	0.0011	-0.0017
O	9.565	6.2648	16.9399	0.002	0.0006	0.0007
O	6.939	6.2658	13.0958	0.008	0.0022	0.0037
O	5.2407	4.6734	18.621	0.0017	0.0009	0.0003
O	9.3299	2.1841	18.3099	0.0021	0.0007	0.0001
O	2.4498	0.1106	19.0964	0.0016	0.0008	0.0001
O	9.5524	10.27	16.8657	0.0017	0.0012	0.001
O	2.8899	4.5108	11.7086	0.0004	0.0013	-0.0004
O	5.1533	10.332	19.133	0.0016	0.0013	0.0004
O	9.5569	3.2921	13.4195	0.0037	0.0034	-0.0002
O	0.5666	1.8021	19.9772	0.0018	0.0009	0.0007
O	3.2838	1.3981	15.0406	0.0014	0.0007	-0.0006
O	8.2412	5.3824	19.045	0.0017	0.0006	0.0002
O	4.0144	6.6173	17.4031	0.0029	0.0016	0.0008
O	4.6709	3.3163	16.3959	0.0022	0.0011	0.0011
O	9.1366	5.6448	14.3882	0.0004	0.0036	-0.0015
O	5.4852	2.788	22.1439	0.0011	0.0013	0.0006
O	10.7807	4.1134	15.6735	0.0019	0.0009	-0.0008
O	0.4385	3.8952	18.2854	0.0015	0.0015	0.0003
O	10.5053	10.5348	19.3193	0.0018	0.0014	0.0002
O	9.8434	10.0954	14.1599	0.0018	0.0011	0.0007
O	10.9464	8.1574	22.0856	0.0009	0.001	0.0001
O	1.3559	2.1986	16.5556	0.0024	0.0014	-0.0001
O	9.8354	3.7869	20.4376	0.0011	0.0017	0.0007
O	8.2457	4.056	16.7047	0.0023	0.0007	-0.0005
O	0.094	9.1582	11.9818	0.0024	0.0022	0.0005
O	6.6849	2.4303	18.0093	0.0013	0.0011	-0.0001
O	5.7288	10.7516	11.1361	0.0022	0.0028	0.0035
O	7.8458	9.604	18.9089	0.0019	0.0013	0.0004
O	10.1459	1.0601	12.0348	0.0037	0.002	0.0004
O	1.4989	6.869	9.0823	-0.0005	0.0033	-0.0017
O	0.7241	4.8357	13.3512	0.0027	0.0008	0
O	5.8102	7.6317	19.0149	0.0015	0.001	0.0005
O	5.3468	5.153	11.5311	0.0017	0.0007	-0.0007
O	2.8207	7.0493	15.1493	0.0012	0.0011	0.0006
O	1.0614	2.7716	11.5212	0.0034	0.0002	0.0003
O	1.0474	10.7016	15.6778	0.0016	0.0005	-0.0004
O	2.5218	8.5833	10.914	-0.0012	0.0003	-0.0003
O	4.8001	2.4856	11.2819	0.0009	0.0032	0.0001
O	4.3582	3.5657	13.6826	0.0019	0.0016	-0.0008
O	2.2889	4.734	16.4823	0.0015	0.0012	-0.0002
O	10.8406	8.2823	15.7981	0.0014	0.0021	0.0003
O	7.048	10.3384	14.7313	0.0024	0.0019	-0.0008
O	2.4953	9.0042	13.4299	0.0013	0.0017	-0.0011
O	8.1695	1.5533	15.9321	0.0022	0.0017	0.0002
O	4.2893	7.0485	12.905	0.0013	0.0022	-0.0006
O	4.2767	2.0184	18.7228	0.0016	0.001	0.0006
O	7.3666	4.4124	21.2725	0.001	0.0002	0.0015
O	8.4415	2.9153	11.081	0.0019	0.0035	0.0054
O	1.3109	6.8954	17.4337	0.0007	0.0015	0.0008
O	5.7914	1.646	14.7655	0.0032	0.0007	-0.0006
O	8.2091	9.8198	11.9941	-0.0018	-0.0007	0.0004
O	9.2504	6.3143	21.2482	0.001	0.0006	0
O	9.2218	7.7173	13.0002	-0.0015	-0.0004	0.0035
O	1.7878	0.1538	11.8731	0.0017	0.002	-0.0007
O	6.7616	6.1768	17.0806	0.0019	0.0014	0.0004
O	7.5001	7.8297	15.0588	0.003	0.001	-0.0007
O	1.3211	10.336	21.2721	0.0004	-0.0001	0.0018
O	10.1336	8.2109	18.4393	0.0019	0.0015	0.0009
O	4.0145	0.8738	21.0862	0.0015	0.0008	0.0005
O	0.3941	5.3141	10.8994	0.0019	0	-0.0038
O	6.7124	1.6351	9.5484	-0.0017	0.0029	-0.0033
O	4.8937	8.7661	14.7311	0.0015	0.0007	-0.0002

Results
free energy: -135974.418 eV
free energy less fixed offsets of O -568.88, P -755.39, Si -635.61 eV per atom: 0.472 eV

The program warned: the cutoff lies below the one the program advises for these potential files; the forces do not sum to zero within the program's tolerance; the exchange-correlation potential is rough where the density is thin.
